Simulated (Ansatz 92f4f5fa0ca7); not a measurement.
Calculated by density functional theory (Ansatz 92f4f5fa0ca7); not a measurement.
Periodic cell of 184 atoms, Si120O64, from a study of silicon, its oxide and their interface. The atomic structure is a simulated model.
This geometry differs little from another in the collection (a relaxation step or a small displacement).

Settings: functional r2SCAN; potential files Ansatz PAW; basis plane waves; wave-function cutoff 800 eV; density cutoff ratio 5; exchange-correlation grid ratio 1; k mesh 1 x 1 x 1, shifted by 0.5 0.5 0 of a step; self-consistency stop 1e-10 eV per atom in the density residual; occupations fixed; spin none; net charge 0.

Cell vectors (angstrom)
a, 10.887, 0, 0
b, 0, 10.887, 0
c, 0, 0, 26.5067

Atoms: element, x, y, z (angstrom)
Si, 0.345, -0.3875, 0.1296
Si, 2.8548, 2.4631, 0.0037
Si, -0.3485, 5.6556, 0.0111
Si, 2.5614, 8.2869, -0.045
Si, 5.039, 0.2393, 0.1077
Si, 7.7847, 2.9683, 0.0371
Si, 5.5643, 5.1506, 0.198
Si, 8.2876, 7.8249, 0.0268
Si, 1.3689, 1.2854, 1.4049
Si, 4.001, 3.9681, 1.4316
Si, 1.3213, 6.7568, 1.2784
Si, 4.0033, 9.4871, 1.3963
Si, 6.7055, 1.3479, 1.349
Si, 9.4443, 4.048, 1.3265
Si, 6.7674, 6.7376, 1.4302
Si, 9.4956, 9.4299, 1.2978
Si, -0.0428, 2.6915, 2.6679
Si, 2.6984, -0.0468, 2.8098
Si, -0.0142, 8.1146, 2.7105
Si, 2.6557, 5.4132, 2.6887
Si, 5.3994, 2.6649, 2.8018
Si, 8.1395, -0.0318, 2.6317
Si, 5.4214, 8.1593, 2.7191
Si, 8.1406, 5.3867, 2.7776
Si, 1.3113, 4.0595, 4.0595
Si, 4.0693, 1.3061, 4.1551
Si, 1.3148, 9.4818, 4.1097
Si, 4.0421, 6.782, 4.0507
Si, 6.7732, 4.0456, 4.1241
Si, 9.4861, 1.3322, 4.0322
Si, 6.8, 9.5217, 4.0579
Si, 9.5261, 6.7631, 4.0939
Si, -0.0338, -0.0047, 5.4234
Si, 2.6952, 2.7201, 5.4354
Si, -0.0056, 5.4192, 5.4646
Si, 2.709, 8.1395, 5.4508
Si, 5.4601, -0.0312, 5.4798
Si, 8.1571, 2.6896, 5.4493
Si, 5.4153, 5.4431, 5.4319
Si, 8.1648, 8.159, 5.4192
Si, 1.3318, 1.3661, 6.7844
Si, 4.0719, 4.0809, 6.7932
Si, 1.3612, 6.7894, 6.8238
Si, 4.0789, 9.5019, 6.8188
Si, 6.8101, 1.3491, 6.8342
Si, 9.5161, 4.0636, 6.8153
Si, 6.7912, 6.8103, 6.7778
Si, 9.5194, 9.5199, 6.7917
Si, 0.0049, 2.7213, 8.1793
Si, 2.711, 0.0223, 8.1401
Si, 0.0052, 8.1838, 8.1685
Si, 2.7487, 5.4463, 8.1686
Si, 5.441, 2.74, 8.1705
Si, 8.1952, -0.0047, 8.1691
Si, 5.4639, 8.1603, 8.1749
Si, 8.1556, 5.4619, 8.1468
Si, 1.3944, 4.0894, 9.5139
Si, 4.0732, 1.3718, 9.5174
Si, 1.3616, 9.5749, 9.5266
Si, 4.1052, 6.8095, 9.5376
Si, 6.8084, 4.1166, 9.528
Si, 9.5441, 1.3545, 9.5437
Si, 6.8422, 9.5312, 9.5192
Si, 9.5208, 6.8231, 9.5159
Si, 0.0216, 0.0326, 10.9504
Si, 2.7304, 2.735, 10.906
Si, 0.042, 5.478, 10.832
Si, 2.7651, 8.236, 10.8458
Si, 5.4804, 0.0218, 10.8369
Si, 8.181, 2.7414, 10.8595
Si, 5.4701, 5.4744, 10.9277
Si, 8.2009, 8.2017, 10.915
Si, 1.3969, 1.3959, 12.3241
Si, 4.0923, 4.0987, 12.263
Si, 1.3635, 6.9165, 12.16
Si, 4.1722, 9.5528, 12.2184
Si, 6.7834, 1.4073, 12.2111
Si, 9.6228, 4.063, 12.1663
Si, 6.8439, 6.8594, 12.2835
Si, 9.5361, 9.5715, 12.3245
Si, 0.0359, 2.7683, 13.6893
Si, 2.8708, 0.0616, 13.5932
Si, 0.0809, 8.2457, 13.6576
Si, 2.7185, 5.5552, 13.479
Si, 5.4486, 2.7481, 13.6434
Si, 8.1219, 0.0796, 13.6159
Si, 5.4983, 8.2238, 13.6841
Si, 8.2961, 5.458, 13.4735
Si, 1.1816, 4.4914, 14.8493
Si, 4.3196, 1.2285, 15.0857
Si, 1.813, 9.3357, 14.878
Si, 3.8943, 6.9959, 14.8991
Si, 7.1297, 3.9224, 14.7638
Si, 9.2469, 1.6461, 14.9434
Si, 6.5579, 9.8965, 15.0177
Si, 9.8062, 6.6, 14.8547
Si, 23.008, -3.6701, 19.1053
Si, 30.1175, 23.146, 23.8949
Si, -19.537, 37.1713, 19.648
Si, -24.7527, -24.7021, 17.043
Si, 10.991, 11.2973, 23.7001
Si, 41.4453, 24.5192, 19.7837
Si, -21.9368, -17.5691, 21.6712
Si, -1.3463, 20.1571, 22.0566
Si, -4.7111, 37.0148, 19.6672
Si, 4.3135, 14.2648, 21.4748
Si, 23.2231, -6.5742, 24.305
Si, 12.2608, 42.4686, 17.8104
Si, -2.2598, -4.389, 22.1596
Si, -17.9638, -26.262, 24.3359
Si, -16.0209, -16.0638, 17.0026
Si, -8.4785, 24.5755, 17.0751
Si, 40.0512, 0.6652, 21.3877
Si, -4.0822, 20.535, 24.4989
Si, 2.7917, 20.3424, 20.2768
Si, -8.0829, -10.1887, 22.3595
Si, 5.0859, 9.9211, 22.0502
Si, 31.1465, 7.6825, 19.6863
Si, -0.2919, 1.2731, 17.6509
Si, -5.0934, -27.0935, 22.3615
O, 7.4322, 8.3688, -1.2546
O, 3.9781, 12.2454, -0.4762
O, -13.8485, 1.4164, -6.4193
O, 4.0118, 21.5945, -3.5246
O, -11.958, 2.3239, -7.9002
O, 2.1139, 14.9436, -10.3979
O, -31.888, 47.3064, -3.572
O, 14.325, 2.1176, -4.5763
O, 16.8099, 0.0684, -5.38
O, -4.9219, -16.2115, -5.7635
O, 7.3167, 5.8577, -3.6238
O, 19.2574, -22.3277, -4.7328
O, 5.1419, 4.0933, -3.8115
O, 10.6075, -4.1927, -7.1583
O, -10.8594, 16.4089, -11.0937
O, -8.1607, 20.861, -7.7876
O, 4.2313, -1.8196, 20.9491
O, -19.5955, 5.9325, 18.8669
O, 7.3188, 12.5602, 22.675
O, -1.8794, -2.9515, 22.8267
O, 12.4835, 0.9181, 23.3937
O, 53.1371, 24.9575, 21.1198
O, 21.6169, 9.8925, 22.9449
O, -17.3457, 38.921, 16.2591
O, 3.3139, 4.4901, 20.8447
O, 20.7186, -9.4491, 23.2528
O, -8.3174, 5.4303, 23.9672
O, 9.4168, -25.9114, 26.0156
O, 16.5008, 21.197, 25.3444
O, 18.2009, 9.2802, 16.329
O, 22.5802, 26.1108, 20.3807
O, 9.0015, 7.2332, 16.1102
O, 3.6223, 1.9203, 16.4185
O, -0.9644, 5.5222, 22.1939
O, 13.1063, -11.0453, 21.1123
O, 11.0554, -11.0074, 18.3619
O, -13.7856, -0.1286, 24.4346
O, 2.8205, 19.0246, 15.3597
O, 10.043, 19.7401, 20.5825
O, -1.1922, 0.9429, 16.3455
O, 19.1738, 24.19, 25.1023
O, -14.0478, -6.9595, 19.378
O, 3.2179, -3.1427, 25.0476
O, 6.1312, -1.6811, 23.075
O, 5.4041, 3.0576, 20.3015
O, -20.7188, -24.4427, 17.8436
O, 8.6376, 19.2302, 18.4229
O, -9.4508, 31.1824, 26.0716
O, 12.7699, 29.8811, 20.3143
O, 5.4264, -6.0196, 18.3325
O, -9.3794, -0.717, 16.2469
O, 32.5092, 11.2287, 25.2845
O, 0.2671, 4.9801, 25.1777
O, 26.5044, -4.2516, 23.0053
O, 11.9494, 1.9417, 17.1081
O, 17.5773, 4.1108, 26.148
O, -2.7161, -8.0774, 15.3588
O, -8.7245, 3.1445, 25.1891
O, -19.1231, 3.3532, 18.5808
O, -6.0829, 16.6159, 25.4039
O, -16.3383, -10.787, 15.5508
O, -4.1896, 17.8434, 17.3733
O, -4.3558, -6.1839, 16.0372
O, -24.3382, 28.6241, 20.5927

Results
free energy: -113258.186 eV
free energy less fixed offsets of O -570.45, Si -639.56 eV per atom: -2.186 eV

Forces (eV/angstrom), in the order of the atoms: element, x, y, z
Si, -0.0023, -0.0326, 0.161
Si, 0.0091, 0.0071, 0.1617
Si, 0.0315, -0.0094, 0.1777
Si, -0.0291, -0.0025, 0.1638
Si, 0, 0.0126, 0.1471
Si, 0.005, 0.0016, 0.1759
Si, -0.0058, -0.0219, 0.1492
Si, 0.0238, 0.0246, 0.1751
Si, 0.0071, -0.0253, -0.0018
Si, 0.0383, 0, -0.003
Si, -0.0145, 0.0117, -0.0086
Si, -0.0026, 0.0199, 0.0259
Si, -0.0034, 0.0135, -0.0141
Si, -0.0223, 0.0242, -0.0014
Si, 0.0152, -0.0178, 0.0232
Si, 0.0095, 0.0029, -0.025
Si, -0.0019, -0.0029, 0.0058
Si, -0.0049, -0.0086, 0.0689
Si, 0.0002, -0.0097, 0.0455
Si, 0.0174, -0.0042, 0.0168
Si, -0.0071, -0.0028, 0.0485
Si, -0.0079, 0.0034, 0.0246
Si, -0.0031, -0.0059, 0.0056
Si, -0.0037, -0.008, 0.069
Si, 0.0244, -0.0279, -0.0155
Si, 0.0051, -0.0104, -0.0002
Si, -0.0144, 0.044, -0.0157
Si, -0.0167, 0.0022, -0.0157
Si, -0.0082, 0.0144, -0.0101
Si, -0.0098, 0.0014, -0.0198
Si, 0.0033, -0.0179, -0.0054
Si, -0.0094, -0.0083, -0.0111
Si, 0.0024, -0.0098, 0.011
Si, -0.0086, 0.0048, 0.0076
Si, -0.007, 0.0047, 0.0039
Si, 0.0054, 0.004, 0.0036
Si, 0.0001, 0.0132, 0.0112
Si, -0.0058, 0.0029, 0.0128
Si, 0.0148, -0.0055, 0.0021
Si, 0.0063, 0, 0.0022
Si, 0.0036, -0.0116, 0.0052
Si, -0.0023, 0.0025, 0.0061
Si, -0.0087, -0.0028, 0.0122
Si, -0.003, -0.0035, 0.0169
Si, 0.0031, -0.0055, 0.0148
Si, -0.0071, -0.0035, 0.0138
Si, -0.0051, -0.013, 0.0079
Si, -0.0016, 0.0057, 0.0024
Si, -0.0051, 0.0117, -0.0155
Si, 0.0022, 0.007, -0.0075
Si, 0.0134, 0.0027, -0.0174
Si, -0.0005, -0.0004, -0.015
Si, 0.0096, -0.0045, -0.0154
Si, -0.004, -0.0029, -0.0094
Si, 0.0024, 0.0105, -0.0148
Si, 0.0034, -0.0002, -0.0102
Si, -0.011, 0.0071, -0.0033
Si, -0.0046, 0.0021, -0.0088
Si, -0.0025, -0.0124, -0.012
Si, 0.0157, 0.0036, -0.0046
Si, 0.003, -0.0017, -0.003
Si, 0.0034, 0.0001, -0.0081
Si, -0.0065, 0.0031, -0.006
Si, -0.0013, -0.0016, -0.0077
Si, -0.0017, 0.022, 0.0146
Si, 0.0199, 0.0022, 0.0196
Si, 0.0066, -0.0034, 0.0079
Si, -0.0197, 0.0087, 0.0058
Si, 0.0178, -0.0122, 0.0082
Si, 0.0006, 0.0009, 0.0132
Si, -0.0072, 0.0158, 0.007
Si, 0.0055, 0.0003, 0.0168
Si, 0.0106, -0.0239, -0.022
Si, 0.0079, 0.0162, -0.0072
Si, 0.0245, -0.0059, -0.0629
Si, -0.0158, 0.0221, -0.0447
Si, 0.0119, 0.005, -0.0634
Si, -0.0271, 0.0284, -0.0406
Si, 0.0157, -0.027, -0.019
Si, 0.0059, -0.0054, -0.0082
Si, -0.015, -0.003, 0.0097
Si, -0.0284, -0.0309, -0.0012
Si, 0.0043, -0.0202, 0.0154
Si, -0.0175, 0.0076, -0.0171
Si, 0.0265, 0.0012, 0.0074
Si, -0.0203, 0.0131, 0.0004
Si, 0.0024, 0.0087, 0.0012
Si, 0.0075, -0.0168, -0.0266
Si, -0.0468, -0.0322, -0.1418
Si, 0.0238, 0.013, -0.1897
Si, -0.0289, -0.038, -0.1751
Si, 0.0289, 0.0566, -0.1589
Si, -0.0004, -0.0067, -0.1364
Si, 0.0233, 0.027, -0.1434
Si, -0.0105, -0.0476, -0.1774
Si, 0.0229, 0.0271, -0.1702
Si, -0.04, 0.005, -0.0469
Si, -0.0341, -0.0194, 0.1272
Si, -0.0263, 0.0164, -0.0509
Si, -0.0154, -0.0098, -0.1651
Si, -0.0181, 0.002, 0.0852
Si, 0.0171, -0.0123, -0.0308
Si, 0.0232, 0.0178, 0.0322
Si, 0.0066, 0.0068, 0.0291
Si, -0.0146, -0.0098, -0.0124
Si, 0.0153, 0.0102, 0.0165
Si, -0.0014, 0.0052, 0.1415
Si, 0.0171, -0.0319, -0.1223
Si, -0.0307, -0.0124, 0.0301
Si, -0.0403, -0.0199, 0.1409
Si, 0.0238, 0.0265, -0.1609
Si, 0.0334, 0.0184, -0.1174
Si, -0.0218, 0.0123, 0.008
Si, -0.0233, 0.0021, 0.104
Si, 0.0336, 0.0247, 0.0147
Si, 0.0478, -0.0285, 0.0619
Si, -0.0107, 0.0251, 0.0365
Si, -0.0071, -0.0034, -0.0311
Si, -0.0548, 0.0106, -0.1035
Si, 0.0278, 0.0106, 0.0077
O, -0.0342, 0.0098, -0.0934
O, 0.0044, -0.0177, -0.0627
O, 0.0054, -0.0105, -0.0197
O, -0.0169, -0.0118, -0.0061
O, -0.0079, 0.0135, 0.0362
O, 0.0508, -0.0105, 0.0953
O, -0.0213, -0.0176, -0.0599
O, 0.0137, 0.0228, -0.0226
O, 0.0041, 0.0128, -0.018
O, 0.0051, 0.03, -0.0145
O, -0.014, -0.0112, -0.0243
O, 0.0076, 0.0084, -0.0052
O, 0.0004, -0.0097, -0.0281
O, 0.0122, -0.0332, 0.0076
O, 0.0153, -0.009, 0.0495
O, 0.0213, 0.0111, 0.0443
O, -0.0069, -0.0345, -0.0148
O, 0.0213, -0.0171, 0.0133
O, -0.0039, 0.0208, -0.0396
O, 0.0104, 0.0032, 0.0072
O, 0.0223, 0.0192, -0.0227
O, 0.0039, -0.0109, 0.0193
O, 0.028, -0.0409, -0.0525
O, 0.0122, -0.0413, 0.1054
O, -0.0036, 0.031, 0.0068
O, 0.0243, 0.0136, -0.0602
O, 0.0013, 0.0182, -0.075
O, -0.0074, -0.001, -0.0709
O, 0.0187, -0.0405, -0.0886
O, 0.0407, -0.0177, 0.1051
O, -0.0201, -0.0021, -0.0062
O, -0.0382, 0.0445, 0.1105
O, -0.0226, 0.0159, 0.1112
O, 0.0219, 0.012, -0.0126
O, -0.0454, -0.0075, -0.0399
O, -0.0069, 0.0039, 0.059
O, 0.0288, 0.0067, -0.0393
O, -0.0064, 0.0165, 0.0637
O, 0.0168, 0.024, 0.0099
O, 0.0162, -0.0203, 0.0859
O, -0.0034, 0.0042, -0.1037
O, 0.0019, 0.016, -0.0001
O, 0.0258, -0.0216, -0.1129
O, -0.0025, -0.0099, -0.0499
O, 0.0066, -0.0372, 0.0075
O, 0.004, -0.0081, 0.0213
O, 0.0178, 0.0205, 0.0559
O, -0.032, 0.0259, -0.0563
O, 0.0077, -0.0101, 0.0343
O, -0.0274, -0.033, 0.0682
O, -0.0009, 0.0362, 0.1326
O, -0.0215, 0.0255, -0.0931
O, 0.0213, -0.0329, -0.099
O, 0.0149, 0.0031, -0.0525
O, -0.0128, -0.0147, 0.0131
O, 0.0133, -0.0077, -0.0586
O, -0.0005, 0.0008, 0.0519
O, -0.0394, 0.0227, -0.082
O, 0.0111, -0.0029, 0.0546
O, -0.0118, 0.0355, -0.0895
O, 0.0047, 0.0142, 0.0679
O, -0.0213, 0.0091, 0.0758
O, -0.0287, 0.0153, 0.0886
O, -0.0154, -0.0155, 0.0155

The program warned: the cutoff lies below the one the program advises for these potential files; the forces do not sum to zero within the program's tolerance; empty levels may hold ghost states of the PAW files; the exchange-correlation potential is rough where the density is thin.
